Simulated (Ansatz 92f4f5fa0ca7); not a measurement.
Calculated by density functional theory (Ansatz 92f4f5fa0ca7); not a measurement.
Periodic cell of 223 atoms, Si133O90, from a study of silicon, its oxide and their interface. The atomic structure is a simulated model.
Doubt: the cutoff is low for norm-conserving oxygen, so forces and energies are approximate.
This geometry differs little from another in the collection (a relaxation step or a small displacement).

Settings
functional: HSE06
potential files: SPMS norm-conserving
basis: plane waves
wave-function cutoff: 800 eV
density cutoff ratio: 4
exchange-correlation grid ratio: 1
k mesh: 1 x 1 x 1, Gamma-centred
occupations: fixed
spin: none
net charge: 0

Cell vectors (angstrom)
a, 10.938, 0, 0
b, 0, 10.938, 0
c, 0, 0, 32.7175

Atoms: element, x, y, z (angstrom)
Si, 0.2403, -0.3048, 25.4485
Si, 4.9269, 0.3655, 25.1986
Si, 2.8483, 2.7987, 25.5661
Si, 8.053, 3.0012, 25.1529
Si, -0.4792, 5.5805, 25.0667
Si, 5.7447, 5.1656, 25.195
Si, 2.391, 8.4308, 25.5211
Si, 8.3829, 7.9862, 25.2006
Si, 1.2537, 1.4866, 26.6377
Si, 6.8119, 1.345, 26.3589
Si, 4.2094, 4.2003, 26.7207
Si, 9.4609, 4.135, 26.6318
Si, 1.2525, 6.6417, 26.4678
Si, 6.8177, 6.8233, 26.5018
Si, 4.1252, 9.5753, 26.6108
Si, 9.4665, 9.5329, 26.592
Si, 2.696, 0.0381, 27.9465
Si, 8.1383, 0.0239, 27.8798
Si, -0.0808, 2.8053, 27.9765
Si, 5.5312, 2.6992, 27.9326
Si, 2.7125, 5.4952, 27.9474
Si, 8.1446, 5.5178, 27.9691
Si, -0.0179, 8.1522, 27.9101
Si, 5.496, 8.1971, 27.9171
Si, 4.1018, 1.3673, 29.2992
Si, 9.5708, 1.3673, 29.2992
Si, 1.3673, 4.1018, 29.2992
Si, 6.8362, 4.1018, 29.2992
Si, 4.1018, 6.8362, 29.2992
Si, 9.5708, 6.8362, 29.2992
Si, 1.3673, 9.5708, 29.2992
Si, 6.8362, 9.5708, 29.2992
Si, 0, 0, 30.6665
Si, 5.469, 0, 30.6665
Si, 2.7345, 2.7345, 30.6665
Si, 8.2035, 2.7345, 30.6665
Si, 0, 5.469, 30.6665
Si, 5.469, 5.469, 30.6665
Si, 2.7345, 8.2035, 30.6665
Si, 8.2035, 8.2035, 30.6665
Si, 1.3673, 1.3673, 32.0337
Si, 6.8362, 1.3673, 32.0337
Si, 4.1018, 4.1018, 32.0337
Si, 9.5708, 4.1018, 32.0337
Si, 1.3673, 6.8362, 32.0337
Si, 6.8362, 6.8362, 32.0337
Si, 4.1018, 9.5708, 32.0337
Si, 9.5708, 9.5708, 32.0337
Si, 2.7345, 0, 0.6835
Si, 8.2035, 0, 0.6835
Si, 0, 2.7345, 0.6835
Si, 5.469, 2.7345, 0.6835
Si, 2.7345, 5.469, 0.6835
Si, 8.2035, 5.469, 0.6835
Si, 0, 8.2035, 0.6835
Si, 5.469, 8.2035, 0.6835
Si, 4.1018, 1.3673, 2.0507
Si, 9.5708, 1.3673, 2.0507
Si, 1.3673, 4.1018, 2.0507
Si, 6.8362, 4.1018, 2.0507
Si, 4.1018, 6.8362, 2.0507
Si, 9.5708, 6.8362, 2.0507
Si, 1.3673, 9.5708, 2.0507
Si, 6.8362, 9.5708, 2.0507
Si, 0, 0, 3.418
Si, 5.469, 0, 3.418
Si, 2.7345, 2.7345, 3.418
Si, 8.2035, 2.7345, 3.418
Si, 0, 5.469, 3.418
Si, 5.469, 5.469, 3.418
Si, 2.7345, 8.2035, 3.418
Si, 8.2035, 8.2035, 3.418
Si, 1.3917, 1.3306, 4.7696
Si, 6.8493, 1.3534, 4.8256
Si, 4.1125, 4.0983, 4.7337
Si, 9.5927, 4.0716, 4.8139
Si, 1.3911, 6.8248, 4.7774
Si, 6.9158, 6.8191, 4.7613
Si, 4.1475, 9.5511, 4.8373
Si, 9.5417, 9.5763, 4.7424
Si, 2.7231, -0.0308, 6.1973
Si, 8.2481, -0.0137, 6.2095
Si, 0.0589, 2.7046, 6.1575
Si, 5.4693, 2.7741, 6.129
Si, 2.8056, 5.4758, 6.1198
Si, 8.2371, 5.446, 6.1887
Si, -0.0376, 8.1951, 6.051
Si, 5.6836, 8.2545, 6.1569
Si, 3.8783, 1.6359, 7.4133
Si, 9.8334, 1.1319, 7.505
Si, 1.6775, 3.8659, 7.4219
Si, 6.5843, 4.3586, 7.4936
Si, 4.4859, 6.6525, 7.2992
Si, 9.4735, 6.9971, 7.4844
Si, 1.017, 9.7512, 7.42
Si, 7.3034, 9.3146, 7.695
O, 9.4893, 6.864, 24.7453
O, 3.8547, 1.5797, 25.2104
O, 8.368, 8.1055, 7.9379
O, 2.7726, 2.7471, 7.8972
O, 6.8867, 4.0756, 24.74
O, 0.5443, 13.4125, 22.8354
O, 5.4868, 5.5077, 7.9556
O, -0.0234, -0.0283, 7.966
O, 7.2181, 3.646, 8.8214
O, 7.092, 9.8919, 9.2245
O, 10.1944, 6.4255, 8.8383
O, 1.4603, 8.7718, 8.6653
O, 5.4473, -0.1229, 10.9771
O, 1.0478, 4.5112, 8.7707
O, 9.0932, 1.7612, 8.8264
O, 3.8648, 7.6949, 8.3787
O, 7.7418, 8.6686, 23.8575
O, 3.175, 2.0133, 22.4224
O, 5.1068, 5.64, 23.7727
O, 2.3875, 3.6363, 24.2372
O, 6.8419, 1.1151, 20.1542
O, -0.4246, 4.7714, 23.6194
O, 1.4082, 9.6414, 25.9956
O, 4.7866, 10.9715, 23.5961
Si, 12.1426, 0.3431, 14.3177
Si, 0.5278, 8.0356, 20.4007
Si, 4.9546, 17.3489, 22.3677
Si, -1.6151, 12.5116, 15.0457
Si, -5.9301, 1.3157, 16.8904
Si, 5.9644, 9.5926, 17.8272
Si, -6.7779, 0.3348, 10.1323
Si, 2.0379, 3.1057, 22.7455
Si, 0.6905, -1.1463, 17.9195
Si, 4.1427, -1.6475, 13.9688
Si, 4.8971, 1.429, 13.8596
Si, 1.3963, 9.5073, 22.9748
Si, -0.2205, 3.5589, 17.0197
Si, 1.7661, -2.3917, 15.3606
Si, 3.7485, 0.5013, 22.4155
Si, 8.5879, 7.0141, 20.1117
Si, -3.2487, 1.5521, 12.3509
Si, -1.6669, 14.8747, 19.8261
Si, 6.294, 7.7825, 12.8058
Si, 13.452, 16.6055, 20.9399
Si, -8.8872, 12.3528, 16.9961
Si, -2.4879, 3.0037, 9.6561
Si, 1.3602, 4.9433, 12.32
Si, -3.8688, 8.5117, 22.3976
Si, 10.7927, 5.1519, 9.6433
Si, -4.3508, 2.4298, 19.2639
Si, 6.6014, 6.814, 17.7201
Si, -4.0637, -0.8699, 10.8273
Si, -0.8237, 3.3528, 22.8754
Si, 6.0356, 10.7389, 20.607
Si, 3.4833, 7.1572, 12.041
Si, 2.8731, 8.4604, 9.3786
Si, -5.8458, 4.9863, 19.7282
Si, 8.1969, 7.1673, 15.1146
Si, 8.7098, 9.9399, 16.5754
Si, 13.5355, 2.0605, 12.2447
Si, 0.138, 5.859, 14.985
O, 1.8067, 3.431, 11.9331
O, 3.3875, -1.0275, 9.8108
O, 3.3734, 8.7328, 15.2689
O, 9.5868, 13.738, 16.0939
O, 0.4505, 5.512, 11.0998
O, 3.4932, 5.2466, 19.7144
O, 2.2003, 11.7648, 15.497
O, -6.3323, 1.0297, 8.7452
O, 12.945, 4.3088, 21.663
O, 8.9416, 2.6673, 23.7909
O, -0.8449, -1.0509, 17.413
O, -9.8214, 9.6653, 14.3655
O, 16.5279, 7.8764, 22.5403
O, 5.4329, 14.3529, 19.8191
O, -2.0042, 5.4621, 20.1268
O, 10.7266, 11.8796, 14.6733
O, -0.6254, 14.7036, 18.5864
O, 11.2535, -11.4979, 23.8313
O, 3.7682, 2.4284, 13.2927
O, -5.6935, 1.8032, 15.3795
O, 5.0883, 6.8578, 12.1911
O, -2.4078, 8.7, 15.5431
O, 5.6596, 27.5422, 21.1
O, 8.6343, 1.9289, 13.621
O, 0.1264, 4.9804, 16.3413
O, -1.2556, 3.4143, 21.3095
O, 7.6566, 7.3062, 18.8372
O, -5.2804, 8.7807, 13.9049
O, -15.712, -8.9544, 17.7795
O, 23.5055, 0.9338, 12.8869
O, 1.3286, 0.3284, 17.9361
O, 3.2984, 8.5876, 12.7755
O, -3.0009, 7.5026, 21.4962
O, 0.5128, 4.9411, 13.7015
O, -4.0139, 9.9555, 21.7008
O, -3.4122, 20.8396, 17.6439
O, 4.6118, 0.332, 21.0953
O, 1.3291, 6.6195, 20.4
O, 12.3646, -2.1083, 16.8873
O, -16.2406, 8.0737, 17.4019
O, -3.0342, 11.0189, 11.6613
O, 2.6567, -5.0509, 12.5835
O, 3.5567, 12.6907, 17.4582
O, -2.4279, 11.3299, 15.7786
O, 5.7622, 5.5964, 18.3788
O, 2.2432, 8.4781, 23.9006
O, -5.832, -0.3022, 16.9501
O, 1.15, 2.7296, 17.012
O, -2.968, 14.1519, 19.254
O, -3.5745, 17.392, 16.3308
O, 2.4579, 10.4976, 22.3091
O, -4.0414, -2.3172, 11.5573
O, -4.7373, 1.6258, 12.9517
O, 7.9298, 2.5853, 11.1273
O, 22.8944, 20.0971, 19.3604
O, 9.588, 6.4286, 14.8472
O, 7.4163, 7.0325, 13.6876
O, -8.115, 7.4309, 10.6033
O, -1.3368, 4.0997, 9.8304
O, 5.6691, -1.1858, 19.3928
O, 15.1802, -0.0579, 13.7917
O, 0.6017, 8.6599, 21.8777
O, -0.981, -3.132, 19.9355
O, 12.144, -3.8611, 15.0265
O, -7.55, 6.5068, 22.0114
O, 3.2442, 1.3936, 10.9253

Results
free energy: -55386.570 eV
free energy less fixed offsets of O -447.96, Si -113.29 eV per atom: -2.600 eV
gap between the highest filled and lowest empty level on this k mesh: 1.186 eV

The program warned: the cutoff lies below the one the program advises for these potential files; the forces do not sum to zero within the program's tolerance; the exchange-correlation potential is rough where the density is thin.
